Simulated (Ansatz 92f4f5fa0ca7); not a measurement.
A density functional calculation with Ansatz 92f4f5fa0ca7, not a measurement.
Periodic cell of 253 atoms, Si144O109, from a study of silicon, its oxide and their interface. The atomic structure is a simulated model.
Doubt: the cutoff is far below the 930 eV that the study's wrapper takes by default for these files, so forces and energies are approximate.
This geometry differs little from another in the collection (a relaxation step or a small displacement).

Settings: functional PBE; potential files Ansatz PAW; basis plane waves; wave-function cutoff 580 eV; density cutoff ratio 5; exchange-correlation grid ratio 1; k mesh 1 x 1 x 1, Gamma-centred; self-consistency stop 5e-08 eV per atom in the density residual; occupations fixed; spin none; net charge 0.

Cell vectors (angstrom)
a 10.938 0 0
b 0 10.938 0
c 4.4974 1.0996 36.5683

Atoms: element, x, y, z (angstrom)
Si 10.8977 -0.7165 30.4334
Si 11.8356 5.6716 30.6664
Si 13.5424 7.3457 30.6099
Si 14.5528 2.9314 30.6124
Si 5.3052 4.6731 30.4638
Si 9.1405 8.5195 30.4601
Si 17.2893 11.1648 30.469
Si 8.0383 1.9504 30.6295
Si 10.0039 6.6715 31.7565
Si 12.6323 9.2431 31.7361
Si 9.9137 1.02 31.7406
Si 12.7636 3.8619 31.8356
Si 15.3839 6.4665 31.782
Si 18.254 9.3815 31.7196
Si 15.5316 12.0877 31.8083
Si 7.1086 3.7858 31.7822
Si 8.5791 5.2181 33.025
Si 11.3187 7.9609 33.2334
Si 8.6097 -0.2727 33.2235
Si 11.315 2.443 33.0517
Si 14.0724 5.1856 33.2754
Si 16.8213 7.9357 33.0114
Si 14.0706 10.6548 33.0339
Si 16.7902 2.4744 33.2787
Si 9.9534 3.8409 34.4429
Si 12.6896 6.5803 34.5599
Si 9.9624 -1.6271 34.5713
Si 12.7038 1.088 34.4528
Si 15.4297 3.8314 34.5957
Si 7.2288 6.5757 34.4494
Si 15.4435 9.2911 34.4414
Si 7.2463 12.0364 34.5621
Si 11.3336 5.2013 35.8823
Si 14.0681 7.9358 35.8823
Si 11.3336 -0.2677 35.8823
Si 14.0681 2.4668 35.8823
Si 5.8646 5.2013 35.8823
Si 8.5991 7.9358 35.8823
Si 5.8646 10.6703 35.8823
Si 8.5991 2.4668 35.8823
Si 5.469 5.469 0.6813
Si 8.2035 8.2035 0.6813
Si 5.469 0 0.6813
Si 8.2035 2.7345 0.6813
Si 10.938 5.469 0.6813
Si 2.7345 8.2035 0.6813
Si 10.938 0 0.6813
Si 2.7345 2.7345 0.6813
Si 4.1018 4.1018 2.0485
Si 6.8362 6.8362 2.0485
Si 4.1018 -1.3673 2.0485
Si 6.8362 1.3673 2.0485
Si 9.5708 4.1018 2.0485
Si 12.3052 6.8362 2.0485
Si 9.5708 9.5708 2.0485
Si 12.3052 1.3673 2.0485
Si 5.4677 2.7258 3.3641
Si 8.205 5.4695 3.3534
Si 5.4756 8.1977 3.4731
Si 8.2041 0.0077 3.4683
Si 10.9564 2.7404 3.4943
Si 2.7185 5.4499 3.4656
Si 10.9193 8.1897 3.3341
Si 2.7359 0.0133 3.3594
Si 6.8761 4.0726 4.6709
Si 9.5627 6.8414 4.6781
Si 6.8607 9.5622 4.8762
Si 10.9782 -0.1021 6.1141
Si 1.3798 4.1117 4.9374
Si 4.0976 6.7991 4.8443
Si 12.2811 9.5604 4.6247
Si 4.0867 1.3839 4.7136
Si 5.5359 5.3702 6.0981
Si 8.2956 8.1541 6.1748
Si 6.4227 1.8044 7.3392
Si -0.0914 5.5631 6.1694
Si 2.6428 8.2309 6.0526
Si 10.0943 9.0837 7.467
Si 2.8217 2.7003 6.2556
Si 5.4214 0.0407 6.12
Si 8.1968 2.8072 6.18
Si 9.0565 4.6416 7.4433
Si 0.8797 7.3658 7.383
Si 9.5765 1.3666 4.8847
Si 4.775 3.5462 7.4118
Si 7.2926 6.3351 7.3146
Si 1.8314 0.8193 7.2994
Si 3.542 -0.9037 7.2243
Si 10.8618 5.1544 28.6269
Si 12.9426 4.011 26.5417
Si 11.3715 2.3397 24.3608
Si 6.6928 -0.233 26.1999
Si 6.6054 4.9432 27.6053
Si 2.3731 3.1212 14.9682
Si 8.4402 3.5698 20.1764
Si 8.8838 7.231 27.6622
Si 8.1651 8.6859 14.4246
Si 14.1994 2.4385 17.9816
Si 1.4538 6.4348 9.4544
Si 9.0091 3.8481 12.4786
Si 14.1997 8.6056 27.8931
Si 6.8809 6.2302 12.9587
Si 7.7596 8.208 25.0802
Si 4.6715 4.2095 12.9936
Si 13.3291 0.3009 23.0312
Si 11.323 5.1552 14.0639
Si 11.8599 -0.1749 28.2997
Si 3.6249 9.3693 12.8432
Si 4.3779 -0.5976 10.0372
Si 9.4137 8.6645 22.6401
Si 11.935 8.1913 18.4986
Si 3.5296 4.3376 10.0114
Si 6.9766 0.8907 9.4253
Si 9.2167 -1.182 9.5828
Si 8.6415 2.9856 28.6603
Si 16.4882 6.2645 19.1634
Si 11.1133 3.7156 21.6722
Si 12.4382 6.3126 20.783
Si 5.9134 5.729 24.6663
Si 7.5679 0.8473 19.065
Si 5.9252 -0.3294 14.3446
Si 14.0845 6.7647 25.3325
Si 15.0212 9.0319 18.6743
Si 1.413 0.7684 13.0253
Si 7.5908 7.1718 10.1576
Si 2.1908 1.5959 10.1619
Si 16.7494 10.2104 20.9277
Si 10.1686 10.3634 20.0917
Si 1.4825 7.3999 12.3539
Si 12.5775 1.4168 20.3889
Si 6.8309 1.9236 12.364
Si 12.3833 8.2226 23.1698
Si 7.6288 7.6584 20.6443
Si 10.2924 -1.2811 12.483
Si 14.1044 2.06 28.5025
Si 5.4116 0.464 17.1124
Si 10.137 7.2064 16.1701
Si 15.0164 4.6997 19.9892
Si 9.6775 0.9607 26.5291
Si 9.6989 4.9155 9.7239
Si 5.9826 3.6222 22.2077
Si 16.2274 0.81 23.5432
Si 8.2706 6.1035 18.368
Si 16.4093 -0.131 28.255
O 12.3868 2.9092 21.0334
O 9.2062 6.2087 17.0635
O 8.6543 8.3066 28.8725
O 10.842 -0.0849 27.0064
O 6.9654 0.4727 17.6001
O 8.9834 6.3184 10.213
O 14.3732 3.8565 18.7495
O 3.9376 4.5266 11.571
O 10.9211 3.4565 23.268
O 1.3745 1.4569 11.5509
O 8.9235 7.9421 26.2
O 10.7789 8.2658 23.4098
O 12.6714 1.246 28.4905
O 10.3331 4.0576 13.3873
O 6.7311 6.7092 8.8495
O 6.4076 0.6078 20.2018
O 8.3663 9.0644 23.8259
O 11.2201 8.3729 12.8415
O 10.2366 -1.0326 10.8652
O 2.5951 -0.3395 13.0745
O 5.9325 -0.3505 9.6621
O 12.0143 1.0668 23.5859
O 4.2669 9.4232 11.3555
O 5.3371 0.6693 15.4932
O 9.5515 4.2779 29.1017
O 15.656 3.7733 21.1803
O 4.7764 3.9237 9.0454
O 7.3802 3.5075 27.739
O 16.4336 10.5062 22.4929
O 7.366 7.31 14.0697
O 8.7406 7.4059 21.8134
O 13.8736 5.5815 20.7299
O 3.6949 9.5219 8.8081
O 6.0182 0.6186 24.9792
O 8.0215 8.7269 10.0278
O 2.4025 3.1744 9.8844
O 15.6981 7.556 18.5413
O 10.5841 6.3188 14.8971
O 13.9241 7.4472 28.9945
O 7.0164 9.1305 20.8742
O 14.6209 0.8885 23.8282
O 5.7065 2.9943 12.7807
O 15.333 1.0898 28.037
O 5.9016 4.9867 26.1338
O 6.8766 1.8533 10.7388
O 11.1395 0.7027 20.2503
O 8.2706 0.1904 26.3142
O 1.3514 0.9806 8.904
O 6.022 4.6806 23.4391
O 11.6754 4.2943 27.5146
O 11.3981 7.8368 16.9953
O 15.5724 9.3809 28.315
O 12.1786 5.876 12.8705
O 8.8168 9.3165 13.0652
O 1.6967 1.871 14.1741
O 5.8941 2.1488 22.8703
O 11.3014 5.2365 9.7516
O 9.377 3.7936 10.878
O 3.6518 0.8568 10.2677
O 7.1532 6.7847 24.5687
O 8.4964 0.2725 9.3052
O 6.4222 0.4972 13.0299
O 15.6504 1.7321 17.8448
O 2.6798 2.6413 16.4853
O 6.3635 6.622 20.5823
O 7.9799 2.4167 19.1269
O 10.3302 6.5149 27.8773
O 9.5692 2.0207 27.7478
O 12.2589 4.3483 15.1065
O 13.5807 5.3918 26.0165
O 13.514 0.5652 21.4226
O 13.2343 1.4944 18.9006
O 11.3348 5.3115 21.4403
O 8.2986 2.4315 12.8813
O 7.1487 -1.1433 15.0232
O 10.0773 1.7696 25.1702
O 2.9229 5.7109 9.3796
O 10.9071 0.0372 13.2365
O 15.4494 6.529 24.4877
O 6.6821 5.8327 18.0318
O 9.2657 8.4497 15.5926
O 1.5084 7.4672 10.7252
O 8.3767 7.5266 19.1901
O 6.5972 9.1149 25.7764
O 4.6592 -0.9337 17.4992
O 12.4614 3.0366 25.3378
O 6.6934 6.9462 11.4972
O 11.97 6.7629 19.2911
O 16.4947 5.0729 28.8554
O 8.0053 5.0749 12.8112
O 12.6392 7.6646 21.6627
O 12.936 7.2139 24.2949
O 7.6503 6.1793 27.7113
O 13.1312 9.6542 23.3117
O 14.0989 3.2424 27.3783
O 8.7924 4.9006 19.3217
O 12.9342 9.6186 27.8627
O 9.7447 9.8747 21.5958
O 3.6586 3.7196 14.1645
O 14.3654 7.9181 26.4394
O 13.4116 8.8892 18.4688
O 5.4737 5.5604 13.4484
O 15.4255 9.6512 20.1417
O 10.9131 9.1994 19.2502
O 9.7998 3.1425 20.9289
O 4.814 9.4944 13.9307
O 2.8811 7.9329 13.0058
O 7.3303 3.817 21.3291
O 8.8552 -0.1079 19.2749

Results
free energy: -153543.105 eV
free energy less fixed offsets of O -568.88, Si -635.61 eV per atom: -7.345 eV

Forces (eV/angstrom), in the order of the atoms: element, x, y, z
Si -0.0042 -0.0031 0.0028
Si -0.0033 0.0042 -0.0072
Si 0.0028 -0.0138 0.0082
Si -0.0116 -0.0049 -0.005
Si -0.0019 -0.011 0.0227
Si 0.0163 0.0031 0.0147
Si 0.023 0.0036 0.016
Si -0.0189 -0.0008 -0.0097
Si -0.0103 -0.0125 0.0206
Si 0.0174 0.015 0.0232
Si -0.0019 -0.0015 0.0038
Si 0.011 0.0071 -0.0018
Si 0.0007 0.0096 -0.0037
Si -0.0143 -0.0018 -0.0001
Si -0.0219 -0.0139 0.02
Si 0.011 0.0147 0.017
Si -0.0007 -0.0016 -0.0223
Si -0.0103 0.0006 -0.0043
Si 0.0088 0.0018 0.0132
Si -0.0027 -0.0061 0.0215
Si -0.0017 -0.0082 0.0105
Si 0.0017 -0.0024 0.0043
Si 0.0048 0.005 -0.0206
Si 0.0032 0.0052 -0.0096
Si 0.0021 -0.003 0.0157
Si 0.0007 0.0007 0.0055
Si 0.0033 0.0004 0.0058
Si -0.0042 0.003 0.0155
Si 0.0001 0.0013 0.0056
Si 0.001 0.0005 0.0163
Si -0.0021 0.0025 0.0148
Si -0.0054 -0.0024 0.011
Si -0.2238 -0.1722 -0.0591
Si 0.1991 0.1759 -0.0376
Si 0.1922 0.2016 0.0182
Si -0.3086 -0.2997 0.0966
Si 0.2412 0.2771 0.0277
Si -0.1926 -0.1973 -0.0373
Si -0.137 -0.1861 -0.0951
Si 0.2088 0.2112 0.023
Si -0.1681 0.0041 0.0007
Si -0.0203 0.2085 -0.0147
Si 0.2152 0.0296 -0.0081
Si -0.0094 -0.1914 0.0168
Si 0.1769 -0.0287 -0.0204
Si -0.0093 -0.1721 0.0134
Si -0.1939 -0.0059 -0.0041
Si 0.0336 0.1397 -0.0148
Si -0.1717 0.1224 0.0039
Si -0.1959 0.1613 -0.0985
Si 0.2332 -0.1425 0.0205
Si 0.1174 -0.2268 -0.0487
Si 0.3204 -0.2002 0.0151
Si 0.1602 -0.2736 -0.1044
Si -0.2692 0.2555 -0.1296
Si -0.203 0.2868 -0.0545
Si -0.0085 -0.0081 0.0278
Si -0.0051 -0.0044 0.0116
Si 0.0002 0.003 -0.0051
Si -0.0025 0 -0.0085
Si -0.004 0.0005 -0.007
Si 0.0019 0.0034 -0.0087
Si 0.0038 0.0002 0.0121
Si 0.0059 0.0029 0.0209
Si 0.0158 0.0055 -0.0129
Si -0.0005 -0.008 0.0002
Si -0.0002 -0.0104 -0.0042
Si 0.0038 0.0165 0.0062
Si -0.0337 0.0221 0.013
Si 0.0058 -0.0003 -0.0075
Si 0.0005 -0.0031 -0.0182
Si -0.0024 0.0031 -0.0426
Si 0.0075 -0.002 0.018
Si 0.0037 0.011 0.0036
Si -0.001 -0.0021 -0.0109
Si 0.03 -0.0204 -0.0325
Si -0.0098 -0.006 0.0108
Si 0.0002 -0.0186 -0.0006
Si 0.022 0.0112 0.0206
Si 0.0033 0.0007 0.0206
Si -0.0254 0.013 0.0052
Si -0.0057 -0.0059 -0.0021
Si -0.0021 0.0216 -0.0076
Si 0.0229 -0.0104 -0.0169
Si -0.0192 -0.0021 -0.0236
Si -0.0048 -0.0144 -0.0213
Si 0.0057 -0.0261 -0.017
Si -0.0044 0.027 -0.0143
Si 0.0125 -0.0027 -0.0193
Si -0.0067 0.0242 -0.0078
Si 0.0001 -0.0091 0.0039
Si -0.0037 -0.0014 -0.0021
Si 0.0016 0.0099 -0.0021
Si 0.0015 -0.0027 0.0084
Si 0.0005 -0.0033 0.0144
Si -0.0064 -0.002 -0.0066
Si 0.0006 0.0004 0.0032
Si -0.0045 0.0076 0.0234
Si -0.0014 -0.0128 0.0203
Si 0.0077 -0.0028 -0.0103
Si 0.0186 0.0005 -0.0071
Si 0.0008 0.0036 -0.0002
Si 0.0053 0.0049 -0.0033
Si -0.0063 -0.0024 -0.0009
Si 0.0007 -0.002 0.0103
Si -0.0013 0.0055 -0.0023
Si 0.007 -0.0094 -0.0189
Si 0.0028 -0.0032 0.0047
Si -0.0056 0.0136 -0.0119
Si 0.0054 0.0051 0.0049
Si -0.0002 -0.0054 0.0233
Si 0.0033 0.0002 -0.0112
Si -0.003 -0.0016 0.0096
Si -0.005 -0.0003 0.006
Si 0.0079 -0.0203 -0.0354
Si 0.0084 -0.0001 0.004
Si -0.0043 -0.0026 0.0006
Si 0.0069 -0.0066 0.0087
Si 0.0021 -0.0043 -0.0069
Si 0.0082 0.0029 0.0148
Si 0.0014 -0.0009 0.0015
Si -0.0158 -0.0018 0.0169
Si -0.0047 -0.0057 0.0096
Si -0.0012 0.0074 0.003
Si 0.0003 0.0025 0.001
Si 0.0021 0.0151 -0.0061
Si 0.0065 -0.0012 0.0104
Si 0.0038 0.0014 0.0035
Si -0.0039 0.0018 -0.0023
Si 0.0027 -0.0034 0.0034
Si -0.0041 0.0065 -0.004
Si 0.0068 0.001 0.0005
Si -0.0021 0.0069 0.0086
Si 0.0034 -0.0023 0.0021
Si 0.0081 0.0048 -0.0001
Si -0.0021 -0.0035 0.0186
Si 0.0013 -0.0059 0.0089
Si -0.0173 0.001 0.0018
Si 0.016 0.0301 -0.0101
Si 0.0071 0.0115 0.0268
Si 0.002 -0.0069 0.0011
Si -0.0019 0.0082 0.0122
Si 0 0.0033 0.0107
Si -0.0034 -0.0195 -0.0241
O -0.0005 0.0035 -0.0006
O 0.0024 0.0053 -0.0034
O -0.0073 -0.0087 -0.0093
O -0.0179 0.0086 0.0055
O -0.0026 0.0003 -0.0044
O -0.0028 -0.0005 0.0034
O 0.0063 -0.0114 -0.0114
O 0.0018 -0.0005 0.0082
O -0.0004 -0.0021 0.0025
O 0.0001 -0.0062 0.0013
O -0.001 -0.0015 0.0053
O -0.0054 0.0062 -0.0095
O -0.0011 0.0063 0.0058
O -0.0049 0.0017 0.0021
O -0.009 0.0099 0.0198
O -0.0034 -0.0034 -0.0012
O 0.0063 0.0022 -0.0051
O 0.0025 0.0031 -0.0055
O 0.0001 0.0007 0.0034
O 0.001 -0.0005 -0.0022
O 0.0049 -0.0024 -0.002
O -0.0063 0.0125 0.0093
O -0.001 -0.0012 0.0001
O -0.001 -0.0005 -0.0055
O -0.0001 0.0006 0.0063
O 0.0136 -0.0031 0.0121
O -0.0033 0.0049 0.0166
O 0.0171 -0.0113 0.0186
O -0.0038 0.0073 0.0006
O 0.0005 0.0018 -0.003
O 0.0018 0.0038 0.0052
O -0.0058 0 0.0003
O 0.0074 -0.0056 0.0252
O -0.0073 0.0058 -0.0132
O 0.0006 -0.0005 0.0007
O 0.0011 -0.0107 0.004
O -0.0029 0.0015 0.0038
O 0.0054 -0.0022 0.0019
O 0.004 0.0028 -0.0012
O -0.0053 0.0056 -0.0022
O 0.0273 0.0045 -0.0095
O 0.0055 -0.0018 -0.0055
O -0.0096 0.0131 0.0078
O 0.0014 0.0007 -0.0034
O 0.0002 -0.0017 0.0083
O -0.0013 -0.0106 -0.003
O 0.0014 0.0033 0.0106
O 0.0011 0.0093 0.025
O -0.0001 -0.0009 0.0041
O 0.0103 0.0142 0.004
O -0.0065 -0.0015 -0.0018
O -0.0042 0.0035 0.0061
O -0.0022 0.0001 0.0028
O 0.0021 0.0003 -0.0006
O 0.0022 0.0012 -0.0005
O -0.0067 -0.0001 0.0074
O 0.0048 -0.0048 -0.0014
O -0.0007 0.0054 0.0005
O -0.0003 -0.0095 0.0045
O -0.0074 -0.0059 0.0085
O 0.0066 -0.0113 -0.0027
O -0.0009 0.005 0.0014
O 0.0006 -0.0024 -0.0066
O 0.0027 0.0046 -0.0098
O 0.004 0.0021 0.0061
O 0.0006 0.0022 0.0067
O 0.001 -0.0136 0.0173
O -0.0195 0.004 -0.0113
O -0.0003 -0.0001 -0.0028
O -0.0053 -0.0134 -0.0006
O -0.0011 0.0008 0.001
O -0.0001 0.0033 -0.001
O -0.0013 0.0023 0.0002
O -0.0007 0.0008 0.0037
O 0.0012 -0.0012 0.0007
O -0.003 -0.0206 0.04
O -0.0095 -0.0005 -0.0016
O 0.0019 0.0009 -0.0002
O -0.0003 -0.0013 0.0129
O -0.0027 -0.0009 -0.0007
O -0.0021 0.001 -0.0034
O 0.0001 0.001 0.0064
O 0.0037 -0.0028 -0.0051
O 0.002 -0.0071 0.003
O 0.0022 0.0014 -0.0041
O -0.0062 0.0043 0.0072
O 0.0035 -0.0009 -0.0029
O -0.0015 0.0183 -0.0106
O 0.0052 0.011 -0.013
O -0.0008 -0.0001 -0.0048
O -0.0032 0.0099 0.0176
O 0.0088 0.0057 0.0071
O 0.0074 -0.001 0.0076
O -0.0055 -0.0172 -0.003
O -0.0069 -0.0048 0.0146
O -0.0023 -0.0012 -0.0039
O -0.01 0.0068 0.0128
O -0.0009 -0.0098 0.0071
O -0.0011 -0.0001 0.0028
O -0.0078 -0.0205 -0.0108
O -0.0009 -0.0024 0.0024
O 0.0017 0.0013 0.0008
O 0.0047 0.0016 -0.0018
O 0.0005 0.0033 0.0045
O -0.0043 0.0059 -0.0045
O -0.0013 -0.0007 0.0002
O -0.0021 0.0007 -0.0004
O -0.0021 -0.004 -0.001
O 0.0035 -0.003 0.003

The program warned: the cutoff lies below the one the program advises for these potential files; the forces do not sum to zero within the program's tolerance; the exchange-correlation potential is rough where the density is thin.
